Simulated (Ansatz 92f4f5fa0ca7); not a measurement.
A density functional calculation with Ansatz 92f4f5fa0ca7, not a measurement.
Periodic cell of 166 atoms, Si98O68, from a study of silicon, its oxide and their interface. The atomic structure is a simulated model.

Settings
functional: r2SCAN
potential files: Ansatz norm-conserving
basis: plane waves
wave-function cutoff: 1300 eV
density cutoff ratio: 4
exchange-correlation grid ratio: 1
k mesh: 2 x 2 x 1, shifted by 0.5 0.5 0.5 of a step
self-consistency stop: 5e-08 eV per atom in the density residual
occupations: Fermi-Dirac, 0.05 eV
spin: none
net charge: 0

Cell vectors (angstrom)
a  10.88  0  0
b  0  10.88  0
c  0  0  23.511

Atoms and the computed forces on them: element, x, y, z (angstrom), force x, y, z (eV/angstrom)
Si  0.4144  -0.4283  0.0645  -0.0165  0.1081  -0.2323
Si  2.7387  2.6795  0.3281  -0.3914  -0.2689  -0.424
Si  0.5944  5.0051  0.0701  0.1715  -0.296  -0.2298
Si  2.5813  8.1176  -0.0244  -0.0852  -0.0253  -0.3743
Si  5.1819  0.7035  -0.0985  -0.5269  0.4495  0.3991
Si  8.152  3.0564  -0.0409  -0.0415  -0.1061  -0.4656
Si  6.0951  5.4601  -0.1558  -0.1817  -0.1454  -0.0719
Si  8.0837  8.1523  -0.0927  0.5248  0.1565  0.221
Si  1.394  1.2014  1.4844  -0.1256  -0.0528  -0.2247
Si  4.0347  4.0736  1.5705  0.269  0.4903  -0.3271
Si  1.4771  6.6958  1.4716  -0.0505  0.0098  -0.1446
Si  4.2166  9.5491  1.0857  -0.2304  0.1543  -0.3337
Si  6.8745  1.5337  1.3313  0.005  -0.0394  -0.0017
Si  9.693  4.0724  1.3842  0.1645  0.0265  -0.3545
Si  7.0013  6.8072  1.4762  -0.0912  -0.035  -0.2724
Si  9.561  9.4501  1.3117  -0.0644  -0.098  -0.4335
Si  -0.0113  2.6245  2.7816  0.0691  -0.1273  0.0106
Si  2.8477  -0.1282  2.7138  0.0649  -0.0599  -0.0018
Si  0.0114  8.0991  2.7288  0.0676  -0.1586  -0.0083
Si  2.7467  5.4404  2.9276  0.1184  0.0864  0.2584
Si  5.5443  2.7882  2.8053  0.1541  0.2099  0.1197
Si  8.1818  0.0129  2.6453  -0.092  0.003  -0.1793
Si  5.4973  8.2132  2.6198  -0.1909  0.0269  0.0568
Si  8.3287  5.4352  2.7752  0.13  -0.1623  0.2084
Si  1.3126  4.0314  4.1631  -0.0958  -0.0534  0.001
Si  4.1358  1.3327  4.0752  -0.001  -0.1024  -0.1089
Si  1.3888  9.4775  4.1022  0.0979  0.0404  -0.1112
Si  4.1446  6.8924  4.1218  -0.0463  -0.0957  -0.1375
Si  6.8836  4.1372  4.1667  -0.1265  -0.0382  -0.184
Si  9.4702  1.3163  4.1345  0.096  0.1377  0.0258
Si  6.7841  9.5931  4.0435  0.1442  -0.0783  0.0506
Si  9.5633  6.8234  4.1643  0.0205  -0.0421  -0.0791
Si  -0.0041  -0.0264  5.4716  -0.0421  -0.054  -0.013
Si  2.6984  2.6224  5.4186  -0.0655  0.0476  0.0905
Si  -0.0522  5.4213  5.5304  -0.0041  0.0307  -0.0756
Si  2.7497  8.1776  5.5135  -0.0253  -0.0049  0.0017
Si  5.4578  0.0343  5.5258  -0.0789  0.0506  -0.0923
Si  8.0949  2.6664  5.5254  0.13  0.055  -0.0626
Si  5.4786  5.5079  5.476  0.1152  0.0197  0.0797
Si  8.1386  8.2158  5.4066  -0.0402  -0.0147  -0.0119
Si  1.3497  1.3089  6.87  0.0904  0.0401  0.0624
Si  4.0479  4.0421  6.6893  0.0527  0.1155  -0.0286
Si  1.331  6.8166  6.8134  0.064  -0.122  0.1102
Si  4.1082  9.5438  6.8966  -0.0789  0.0458  0.0962
Si  6.7341  1.3896  6.9881  -0.1138  -0.0762  0.2095
Si  9.3532  4.1134  6.837  -0.0164  -0.0511  0.102
Si  6.8018  6.9277  6.8365  0.0089  -0.0138  -0.0172
Si  9.4412  9.5435  6.8261  0.0309  -0.0037  0.0345
Si  -0.1199  2.7427  8.07  -0.0956  0.0701  -0.1716
Si  2.7449  -0.0432  8.319  -0.103  0.0973  0.0969
Si  -0.0559  8.1869  8.1464  0.0019  0.0319  0.0401
Si  2.7062  5.3735  8.0529  -0.0521  0.0118  -0.209
Si  5.2573  2.8165  8.2873  0.1239  -0.0025  0.1394
Si  8.0403  -0.1097  8.3215  -0.1005  -0.1022  -0.1021
Si  5.4596  8.2088  8.3115  -0.0023  0.2159  -0.0229
Si  7.9588  5.4743  8.2398  0.0119  -0.1942  -0.037
Si  1.2934  4.0465  9.346  0.1022  0.0324  -0.0045
Si  4.0191  1.4114  9.7627  -0.2385  0.0817  -0.2331
Si  1.3589  9.3855  9.6201  -0.0105  -0.0689  0.6068
Si  4.2942  6.4777  9.365  -0.2403  0.1244  0.6543
Si  5.9483  4.7578  9.5012  0.329  -0.1901  -0.0716
Si  9.4715  1.3384  9.395  0.0542  0.0221  0.2471
Si  6.7359  9.4649  9.9626  0.2904  -0.372  0.0325
Si  9.5253  6.735  9.4561  0.0738  0.067  0.07
Si  0.0534  0.1815  10.7363  0.2009  -0.0992  0.3939
Si  2.1737  2.4865  10.855  -0.2087  -0.0089  0.8789
Si  0.4828  5.8284  10.6212  -0.4202  -0.5529  0.3888
Si  2.0775  7.5175  11.116  0.3265  0.8096  0.132
Si  5.5902  0.3723  11.1998  0.6681  0.5985  -0.1092
Si  8.3439  2.2014  11.2449  0.4912  0.2073  0.2856
Si  7.0406  4.7535  11.552  -0.1024  0.2759  0.4248
Si  8.183  7.6562  11.1089  0.0692  -0.167  0.1669
Si  -1.6175  3.4558  20.6458  0.1028  -0.1104  -0.4624
Si  6.9341  9.2884  14.7123  0.039  -0.3054  0.4656
Si  11.9669  19.9818  16.8739  -0.1597  0.0406  0.0837
Si  6.0078  6.5039  15.59  -0.1372  -0.1535  0.1933
Si  -1.8476  1.4525  18.6221  -0.0174  0.3358  -0.4364
Si  -0.5238  6.7002  18.3611  0.0704  -0.1731  -0.6465
Si  11.9356  4.3025  19.3552  0.0273  -0.1735  -0.3812
Si  12.6478  9.0109  13.8811  0.0464  -0.1312  0.3089
Si  12.1742  4.36  13.0562  0.1081  0.0271  0.4096
Si  -3.4654  7.0812  18.1996  0.0593  -0.2431  -0.3835
Si  4.4681  -0.1276  13.3304  -0.346  -0.0741  0.7036
Si  13.6983  6.456  20.6877  -0.0094  -0.1608  -0.3429
Si  9.6953  6.3254  21.3154  0.0769  -0.0405  -0.3131
Si  3.3529  -5.8445  15.0286  0.0337  0.2465  0.2779
Si  -3.9198  10.0389  17.8084  0.1454  0.0329  -0.2436
Si  7.147  3.8142  14.5621  -0.0412  0.1385  0.4302
Si  2.5071  3.018  17.0171  -0.1077  0.0722  0.1872
Si  5.635  6.6077  20.477  -0.0791  -0.4881  -0.3668
Si  -0.673  10.5704  20.7894  0.3849  0.097  -0.5281
Si  4.7123  13.2959  15.2273  0.1239  0.1319  0.3758
Si  0.04  1.1454  16.3117  0.0344  0.0935  0.1379
Si  2.105  9.2783  19.6502  -0.0977  -0.1145  -0.469
Si  9.6295  -1.4389  13.0615  -0.0158  0.1379  0.058
Si  9.8666  2.5969  13.9955  -0.0737  -0.0292  0.5587
Si  6.9635  10.175  21.4821  0.2747  -0.159  -0.0706
Si  5.106  9.7088  20.0038  -0.4737  -0.2076  -0.8177
O  -0.18  0.2848  -1.2979  0.0399  -0.299  0.1751
O  0.3135  16.18  -5.2404  0.0141  0.0378  0.4742
O  2.1287  -1.3268  -5.477  -0.1503  -0.0914  0.3036
O  0.0283  5.8297  -1.2382  0.005  -0.1886  0.0873
O  -4.6477  11.5084  -1.3873  0.0228  -0.0363  -0.0519
O  -4.8065  6.355  -1.5099  -0.1232  -0.1114  0.1174
O  1.4639  9.2722  -0.4727  -0.0977  0.0749  0.3505
O  6.9656  4.1144  -0.4628  0.0076  0.2185  0.1089
O  3.8843  1.729  -0.5065  0.4089  -0.1752  0.3648
O  3.4622  -0.8497  -3.2683  0.5658  -0.2026  0.0705
O  15.4732  5.0329  0.3004  0.0703  -0.3009  0.1906
O  6.9136  -1.7868  -0.7791  0.4142  0.1024  -0.2521
O  8.9257  2.6572  -1.4772  -0.2812  0.1514  0.4159
O  8.8289  7.3711  -1.3329  -0.1387  0.1016  0.2808
O  5.4768  10.195  -5.0439  0.0743  -0.1822  0.4897
O  1.1152  1.3  11.3973  0.0752  -0.0798  -0.7117
O  -1.0473  -0.3725  11.8535  0.2981  0.0008  -0.1466
O  6.3356  2.5677  15.2568  -0.1785  0.1386  -0.3159
O  2.3497  3.4375  12.2087  -0.1731  -0.1511  -0.3644
O  1.9522  7.871  12.7274  -0.0232  -0.1443  -0.3352
O  7.359  6.357  11.7391  0.0901  0.0337  -0.1792
O  6.6757  4.1118  13.0237  0.1784  0.1349  -0.379
O  2.9665  10.0602  13.4764  0.228  0.1286  -0.1299
O  8.2885  3.8393  11.0137  -0.1228  -0.2906  0.2644
O  6.8812  1.4852  11.4975  -0.5776  -0.5023  -0.0787
O  9.294  2.1092  12.5791  -0.3433  0.048  -0.276
O  11.067  9.4242  13.8081  -0.0261  -0.0352  -0.2331
O  6.839  5.1422  15.4184  -0.1173  -0.0484  -0.2533
O  11.1131  5.1669  12.1331  0.2065  0.1506  -0.1718
O  9.234  8.044  12.3258  -0.2278  0.2174  -0.1354
O  4.409  6.2683  15.275  0.1019  -0.2087  -0.0736
O  2.0652  3.2836  18.5622  -0.1674  0.162  -0.0328
O  3.6417  7.0291  10.839  -0.0621  -0.2918  -0.6149
O  12.7584  8.6572  15.4987  -0.0682  0.1545  -0.427
O  10.2406  12.1477  14.8506  -0.0327  0.2606  -0.2309
O  11.0477  18.7524  17.4555  0.0904  0.0714  0.1356
O  -9.027  -5.6941  20.4374  0.0273  0.2252  0.0973
O  17.752  -0.9565  16.203  -0.0147  -0.1394  -0.1434
O  -0.7567  0.7516  19.5826  -0.1808  -0.183  0.3826
O  -2.2848  10.1528  21.0141  -0.6282  0.0928  0.3061
O  -13.3213  2.7561  19.4061  0.2951  -0.09  0.3816
O  -0.0421  3.435  20.1881  -0.2386  0.1336  0.1938
O  7.655  8.6848  18.4134  -0.176  0.0821  0.056
O  4.3191  1.149  14.333  0.1061  -0.2723  -0.3531
O  -3.0427  0.4591  18.1906  0.0166  -0.1247  0.2097
O  17.6092  7.6681  14.7241  0.0412  0.2987  -0.0188
O  4.1921  3.763  14.4871  -0.054  -0.079  0.0513
O  0.1747  10.4339  16.6076  0.1427  -0.0212  -0.0216
O  5.6435  9.7839  13.8943  -0.1497  0.2915  -0.1441
O  2.5634  4.529  16.3693  0.2085  -0.2673  -0.2834
O  0.6248  9.6471  20.281  -0.0944  0.1559  0.1661
O  9.8882  23.6537  17.3229  -0.0295  -0.2751  0.1544
O  12.3399  1.9451  16.3737  -0.1082  0.0389  0.0416
O  8.3586  9.7351  14.0565  0.1345  -0.0544  -0.3179
O  10.1983  -3.8028  19.9462  -0.158  -0.2143  0.4911
O  0.3596  14.3331  14.0104  0.0627  0.0488  -0.3848
O  -2.0293  15.8878  20.8668  0.1773  0.11  0.1936
O  2.2791  7.662  19.7455  0.1549  0.0055  0.3499
O  -2.0273  6.4623  17.7458  -0.1299  0.2394  0.3487
O  5.1897  -2.7791  20.1162  0.0197  0.309  0.1882
O  14.8771  2.3704  16.7144  -0.0802  0.1247  -0.418
O  4.25  5.7966  20.2244  0.0782  0.3837  0.3257
O  2.214  16.2668  13.936  -0.1247  -0.282  -0.197
O  2.9138  7.1038  22.1938  -0.0665  0.3619  0.2345
O  8.7208  14.3788  14.7212  -0.0117  -0.2011  -0.4719
O  12.5393  3.7697  23.0954  -0.1004  0.3604  0.4295
O  -3.9842  6.2803  19.5119  -0.2287  0.3389  0.2119
O  6.1934  6.9183  17.1411  0.2189  0.0843  0.0485

Results
free energy: -43103.316 eV
free energy less fixed offsets of O -463.61, Si -117.95 eV per atom: -18.736 eV
pressure: -2.37 GPa
stress xx, yy, zz, yz, xz, xy (GPa, positive in tension): 3.64, 1.49, 1.99, 0.27, -1.83, -0.08

The program warned: the forces do not sum to zero within the program's tolerance.
